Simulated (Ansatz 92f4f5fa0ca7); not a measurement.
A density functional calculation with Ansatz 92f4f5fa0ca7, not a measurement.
Periodic cell of 280 atoms, Si144O88H32N16, with a vacuum gap, from a study of silicon, its oxide and their interface. The atomic structure is a simulated model.

Settings: functional r2SCAN; potential files Ansatz PAW; basis plane waves; wave-function cutoff 800 eV; density cutoff ratio 5; exchange-correlation grid ratio 1; k mesh 1 x 1 x 1, shifted by 0.5 0.5 0 of a step; self-consistency stop 1e-11 eV per atom in the density residual; occupations fixed; spin none; net charge 0; applied field sawtooth along c, amplitude -0.015 V/angstrom in the program's sign convention, ramp centred at 0.9893 of c and 0.0213 of c wide, no dipole correction.

Cell vectors (angstrom)
a, 10.8904, 0, 0
b, 0, 10.8904, 0
c, 0, 0, 46.8402

Atoms and the computed forces on them: element, x, y, z (angstrom), force x, y, z (eV/angstrom)
Si, 0.8904, 3.3162, 33.6058, -0.0094, 0.0038, -0.0182
Si, 3.6863, 5.8809, 33.0973, -0.0043, 0.0018, -0.0117
Si, 0.33, 8.9502, 33.2604, 0.0023, -0.0132, -0.0034
Si, 3.0562, 1.1282, 32.7864, 0.0076, 0.0021, -0.0075
Si, -4.9598, 3.6536, 33.1255, 0.0093, -0.0021, -0.0187
Si, -1.5497, 5.5029, 33.3156, -0.0075, -0.0047, -0.0177
Si, 6.0983, 9.0297, 33.0779, -0.0057, 0.0024, -0.0143
Si, -1.5131, 0.5931, 33.237, 0.0042, 0.0047, -0.0086
Si, 2.2434, 4.8244, 34.6468, 0.0018, -0.0018, -0.012
Si, 5.0134, 7.3605, 34.3807, 0.0101, 0.003, -0.0153
Si, 2.1344, -0.7094, 34.2262, -0.0045, 0.0007, -0.0093
Si, 4.7466, 2.0059, 34.2969, 0.0003, 0.0028, -0.011
Si, -3.2848, 4.5542, 34.5565, -0.0028, 0.0062, -0.0153
Si, -0.6613, 7.3231, 34.6016, -0.009, -0.0043, -0.0126
Si, 7.5863, 10.3127, 34.3883, 0.0023, -0.0031, -0.0137
Si, -0.4355, 1.8793, 34.8445, 0.0105, -0.0036, -0.0161
Si, 0.8069, 6.1148, 35.9553, -0.0029, 0.0067, 0.0136
Si, 3.543, 8.7918, 35.6376, -0.0147, -0.0066, 0.005
Si, 0.9224, 0.4248, 35.9542, -0.0041, 0.0061, 0.0134
Si, 3.5404, 3.3041, 35.8722, -0.005, -0.0013, 0.0085
Si, 6.2815, 6.002, 35.855, 0.0116, -0.0073, 0.005
Si, 8.8251, 8.7592, 35.8159, 0.0179, -0.0076, 0.0031
Si, 6.1676, 11.5814, 35.743, 0.0061, 0.0085, 0.0069
Si, -1.9616, 3.2345, 35.9726, -0.0043, 0.0017, 0.0122
Si, -0.5665, 4.6683, 37.2268, 0.0024, -0.0054, 0.0157
Si, 2.2315, 7.4715, 37.1788, -0.0134, -0.0143, 0.0144
Si, -0.5677, 10.003, 37.197, -0.0001, -0.0008, 0.0169
Si, 2.212, 1.9002, 37.2361, -0.0036, 0.0102, 0.0104
Si, 4.9217, 4.6335, 37.2166, 0.0248, 0.016, 0.0148
Si, 7.5638, 7.3957, 37.2301, 0.0018, -0.0237, 0.0098
Si, 4.8683, 10.1257, 37.0864, 0.0032, -0.0006, 0.0344
Si, 7.5409, 1.9015, 37.2509, 0.0042, 0.0024, 0.0134
Si, 1.3665, -1.3865, 9.6854, 0.0042, -0.0019, -0.0313
Si, 4.115, 1.3331, 9.6914, -0.0003, 0.0003, -0.0236
Si, 1.4014, 4.0469, 9.5518, 0.0038, 0.0217, -0.0042
Si, 4.1052, -4.1096, 9.5598, -0.0076, -0.0035, -0.0071
Si, 6.8174, -1.3649, 9.5761, -0.0141, -0.0077, -0.0079
Si, -1.3864, 1.3406, 9.6511, 0.0036, -0.0012, -0.0114
Si, 6.8218, 4.0307, 9.7218, -0.0053, 0.0045, -0.0244
Si, -1.3334, 6.7768, 9.657, -0.0098, -0.0098, -0.0226
Si, 2.7525, -0.0419, 11.0386, 0.0083, 0.0026, -0.0113
Si, 5.4716, 2.6484, 11.1217, 0.0031, 0.0015, -0.0082
Si, 2.7717, 5.3922, 10.8873, -0.0029, -0.0036, -0.0032
Si, 5.5068, -2.7872, 10.8831, 0.004, 0.0008, -0.0041
Si, -2.827, 0.0164, 10.9983, -0.0011, -0.0028, -0.007
Si, 0.0741, 2.6908, 10.9089, -0.0002, 0.0021, -0.0072
Si, 8.2227, 5.4046, 11.035, 0.0031, -0.001, -0.0087
Si, 0.0117, -2.7657, 11.0355, -0.0001, -0.013, -0.0136
Si, 1.4169, 1.3854, 12.3527, -0.0127, 0.0055, 0.0138
Si, 4.1195, 4.1145, 12.3529, -0.0016, 0.008, 0.0173
Si, 1.3967, -4.2302, 12.2836, 0.0135, -0.0074, 0.0159
Si, 4.1257, -1.5164, 12.2611, 0.0071, -0.0105, 0.0179
Si, -4.1865, 1.236, 12.6009, 0.0019, -0.0069, 0.012
Si, -1.2753, 3.9907, 12.3064, 0.0014, -0.0047, 0.0155
Si, 6.8526, -4.0862, 12.3336, -0.0057, 0.0095, 0.013
Si, -1.418, -1.3405, 12.2626, 0.0028, 0.0122, 0.0151
Si, -0.2385, 0.22, 13.5172, 0.0038, 0.0043, -0.0185
Si, 2.5621, 2.9851, 13.6781, 0.0083, 0.0062, -0.0351
Si, 0.2918, -5.7699, 13.6704, 0.0022, -0.004, -0.0346
Si, 3.0389, -3.1505, 13.5225, -0.002, 0.0024, -0.0207
Si, 5.4972, -0.5368, 13.8704, 0.0018, 0.0046, -0.0413
Si, -2.4048, 2.4213, 13.6223, -0.002, -0.0018, -0.0196
Si, 5.3343, 5.6505, 13.6943, -0.0073, 0.0015, -0.0262
Si, -2.9356, -2.4762, 13.6412, -0.0117, -0.0058, -0.0281
Si, 4.5093, -2.9735, 18.523, -0.0079, 0.0114, -0.042
Si, -2.1143, -1.7168, 21.3982, -0.0013, 0.0032, -0.0371
Si, 2.2408, 0.6592, 20.7058, -0.0034, 0.0019, -0.035
Si, -1.0012, 3.1132, 31.522, 0.0057, 0.0091, -0.0362
Si, 1.7891, 7.4867, 31.0705, -0.0102, -0.0027, -0.0349
Si, 3.7961, -0.4487, 16.6864, 0.0065, 0.0066, -0.0444
Si, 1.4297, -4.9872, 21.6131, 0.0007, 0.0054, -0.0314
Si, 3.8922, 3.8506, 28.7702, -0.0111, 0.0024, -0.0465
Si, -0.6248, 0.3072, 20.0836, 0.0086, 0.0003, -0.0334
Si, 0.7642, 2.0597, 26.6939, -0.0037, -0.0116, -0.0443
Si, 4.272, 2.5057, 16.303, 0.0015, -0.0066, -0.0399
Si, 4.9327, 1.6977, 21.678, -0.0002, 0.0019, -0.0359
Si, 6.8555, -2.2208, 27.6094, 0.0067, 0.0008, -0.0447
Si, 4.0953, 11.3069, 24.0748, 0.0001, -0.0073, -0.0461
Si, 1.7879, 9.9283, 23.2693, -0.0001, -0.0034, -0.0313
Si, -3.9853, 3.4659, 22.8589, -0.0015, -0.0056, -0.0252
Si, 6.658, -4.7567, 22.6001, -0.0019, 0.0031, -0.0348
Si, 2.8997, 3.6221, 20.6161, 0.0041, 0.0021, -0.0362
Si, -0.7943, 8.5428, 23.9376, 0.0072, 0.0096, -0.039
Si, 1.6316, 1.8699, 23.931, -0.0065, -0.0032, -0.0392
Si, 1.2115, -1.6613, 15.6321, -0.0055, -0.0068, -0.0451
Si, 4.1754, 4.4277, 23.054, -0.0071, 0.0074, -0.0355
Si, -4.4723, 9.7583, 30.277, -0.0011, -0.0045, -0.0433
Si, 2.4041, -2.3038, 20.6457, 0.0004, -0.006, -0.0381
Si, 0.9843, 3.3862, 29.2903, 0.0041, -0.0014, -0.0493
Si, -2.5445, 5.5728, 30.5565, -0.0059, 0.0002, -0.0357
Si, 0.3687, 2.7627, 21.3887, 0.0048, 0.0006, -0.0384
Si, 7.1875, -3.6496, 19.8622, 0.0048, -0.0113, -0.0441
Si, -0.9945, -3.7924, 15.8019, 0.0009, 0.0068, -0.0469
Si, -1.3936, 4.668, 22.5547, 0.0089, 0.0034, -0.0376
Si, 6.907, 3.896, 15.8323, -0.0006, 0.0015, -0.0447
Si, -6.135, 1.1958, 29.9084, 0.0152, 0.0017, -0.0463
Si, 1.4055, -0.7564, 18.415, 0.0064, -0.0073, -0.0499
Si, 3.3165, -5.877, 18.0118, 0.0447, 0.001, -0.0436
Si, -1.4042, 3.1481, 25.336, -0.0037, 0, -0.0439
Si, -0.5089, 11.2688, 24.8566, 0.0062, -0.0062, -0.0304
Si, -1.663, 7.1492, 26.4428, -0.0064, -0.0076, -0.0502
Si, -3.0248, 5.2348, 24.818, -0.0118, -0.0049, -0.0485
Si, 5.2893, 0.4855, 27.0245, -0.0025, 0.0071, -0.0514
Si, 3.6169, 2.7097, 25.7321, -0.0053, 0.0011, -0.0493
Si, -3.286, 0.9765, 21.2828, 0.0015, -0.008, -0.0248
Si, -0.1323, 6.2572, 28.9012, -0.0057, -0.0055, -0.0473
Si, 0.6549, 4.7707, 19.0882, -0.0037, -0.0011, -0.0441
Si, 6.5515, 3.5101, 30.1709, 0.0045, 0.0076, -0.0499
Si, 5.9834, 5.6771, 28.4237, -0.004, -0.0015, -0.0382
Si, -3.7332, 2.9748, 27.5099, 0.0117, -0.0059, -0.0508
Si, -2.2019, -5.5695, 18.0424, -0.013, -0.0021, -0.0516
Si, 3.8276, 9.7773, 31.1571, 0.0128, -0.0013, -0.024
Si, 0.8008, 3.2644, 38.5351, -0.001, 0.0048, 0.1633
Si, 3.5372, 6.0229, 38.52, -0.0115, -0.0139, 0.1635
Si, 0.8219, 8.7156, 38.5888, -0.0038, 0.0143, 0.1874
Si, 3.5757, 11.4443, 38.5674, -0.0239, 0.0046, 0.2064
Si, 6.2541, 3.2909, 38.6176, -0.0181, 0.0164, 0.1939
Si, -1.9171, 6.0369, 38.5737, -0.0232, 0.0169, 0.1893
Si, 6.1964, 8.7626, 38.5198, 0.0034, 0.0032, 0.1794
Si, -1.9325, 0.5135, 38.5274, 0.0118, 0.0056, 0.1659
Si, 2.166, 4.6355, 39.8714, 0.0203, 0.0647, 0.2056
Si, 4.8952, 7.3637, 39.8862, -0.1625, 0.1038, 0.3241
Si, 2.1897, 10.0918, 39.9196, -0.0819, 0.0704, 0.2826
Si, 4.9145, 1.8972, 39.9552, -0.0004, 0.0826, 0.3581
Si, -3.2545, 4.6519, 39.9371, -0.0558, 0.0424, 0.3519
Si, -0.5244, 7.3394, 39.9447, 0.0022, 0.0507, 0.3268
Si, -3.2794, -0.8322, 39.8947, -0.07, 0.0306, 0.2646
Si, -0.5613, 1.8961, 39.8723, -0.0633, 0.0042, 0.2642
Si, 1.3639, 1.3157, 6.952, 0.0497, 0.04, -0.2523
Si, 4.0927, 4.0593, 6.9233, 0.1765, -0.1158, -0.3647
Si, 1.357, 6.8234, 6.9134, 0.0107, -0.0641, -0.3419
Si, 4.0672, -1.3474, 6.9138, 0.0612, 0.002, -0.3439
Si, 6.8051, 1.3862, 6.9317, 0.0188, -0.1091, -0.2857
Si, -1.3662, 4.0793, 6.9282, 0.0539, 0.0024, -0.3087
Si, 6.8333, -4.1122, 6.9549, -0.0031, -0.1, -0.3025
Si, -1.3435, -1.3791, 6.9226, 0.0119, -0.073, -0.3229
Si, -0.0077, -0.0414, 8.319, -0.0321, 0.0403, -0.185
Si, 2.7661, 2.6653, 8.2707, -0.0145, -0.0118, -0.1759
Si, 0.0137, 5.4414, 8.2613, 0.0397, -0.0285, -0.1781
Si, 2.715, -2.7101, 8.2739, 0.0559, -0.0562, -0.1898
Si, 5.4385, 0.004, 8.2647, 0.0345, -0.0186, -0.1824
Si, 8.1738, 2.7246, 8.3023, 0.0072, -0.004, -0.1912
Si, 5.4795, 5.3802, 8.2925, 0.0006, 0.0133, -0.176
Si, 8.2074, -2.7443, 8.2853, -0.0121, 0.0129, -0.1742
O, 0.1261, -2.7041, 16.234, 0.0014, 0.001, 0.0084
N, 0.5861, 1.1765, 20.8893, 0.0013, 0.0089, 0.0193
O, 1.4088, 4.0359, 14.2152, 0.0027, -0.0017, 0.0004
O, 0.4254, -0.5726, 14.7593, 0.0143, -0.0085, 0.021
O, 6.778, -1.4974, 14.2508, 0.0002, 0.002, 0.0078
O, -1.6621, 1.6934, 32.003, -0.0033, -0.0134, 0.0169
N, 4.4728, 1.1015, 25.608, 0.003, -0.0018, 0.0397
O, 8.1009, 3.3077, 14.9318, -0.0119, 0.0062, 0.0272
O, 4.8855, 9.2399, 30.0456, -0.0071, 0.0028, 0.0188
O, 1.1224, 6.9146, 29.7079, 0.0099, 0.0108, 0.0322
O, 5.1275, 11.3679, 22.812, -0.0107, -0.001, 0.0278
N, 0.844, 0.3708, 23.8221, -0.0111, 0.003, 0.009
N, -1.5749, 4.4442, 24.2524, 0.0001, -0.003, 0.0388
O, 6.9424, 9.0489, 31.6438, -0.0055, -0.0047, 0.0298
O, 1.4408, -2.1243, 19.318, 0.0006, 0.0031, 0.0256
O, -0.3321, -5.0211, 14.9819, -0.0052, 0.0065, 0.0178
O, -2.1477, -3.1065, 14.9131, 0.0118, -0.0077, 0.0277
O, 4.5236, -0.4633, 15.2064, -0.0096, 0.0072, 0.0354
O, 2.0586, -3.4856, 21.7218, -0.0033, -0.0042, 0.014
O, -0.6411, -0.7138, 32.7217, -0.0012, -0.0023, 0.015
O, 4.7953, 4.7566, 32.6181, -0.0022, 0.0045, 0.0159
O, 4.5777, 9.5388, 32.6008, 0.0119, -0.003, 0.0061
O, 3.8477, -2.645, 19.9695, -0.0131, 0.0103, 0.0332
O, 5.8714, 2.663, 16.0542, -0.0069, -0.0039, 0.0192
O, -2.397, 6.172, 32.0531, 0.0111, 0.0047, 0.0251
O, -2.0646, 1.0876, 20.1782, -0.011, 0.0061, 0.0152
O, 1.9147, 2.3279, 32.6978, 0.002, -0.0043, 0.0028
O, -1.3399, 9.9233, 24.621, 0.0086, 0.0049, 0.0125
O, -1.3302, 1.7407, 24.5186, -0.0021, 0.0018, 0.0238
O, 3.7435, 4.3998, 19.4632, 0.0002, -0.0119, 0.0348
O, 2.8393, 6.4637, 31.7969, 0.0113, -0.0072, 0.0262
N, 3.3888, 1.957, 20.9132, 0.0061, -0.0011, 0.0235
O, 3.3805, 2.3566, 14.9487, 0.0084, -0.0055, 0.025
O, -1.5671, 6.4555, 29.6356, -0.0046, 0.0006, 0.0186
O, -3.3421, 2.7991, 29.0748, -0.0002, 0.0029, 0.0293
O, 7.6188, 4.4285, 17.1961, 0.012, 0.011, 0.029
O, 2.5157, 8.9177, 30.8643, 0.0046, -0.002, 0.0123
O, -2.9585, -4.9847, 19.3453, -0.0072, 0.0054, 0.0226
O, 6.4678, 12.4571, 27.1648, 0.0007, 0.0027, 0.0143
O, -4.2267, 3.1367, 31.7489, -0.0065, -0.0001, 0.0327
O, 7.7486, -0.5411, 21.8574, -0.0051, 0.0004, 0.0037
O, 0.7879, 8.6886, 23.5997, -0.0094, -0.0008, 0.0123
N, 2.071, -0.8352, 16.843, 0.0012, 0.0079, 0.04
O, 4.0417, 1.1191, 17.1323, -0.005, -0.0018, 0.0251
O, 6.1371, 1.2709, 20.6308, -0.0011, 0.0026, 0.0172
O, 1.1316, 2.1669, 28.237, -0.004, 0.0109, 0.0319
N, 2.7994, -6.1603, 21.9871, 0.0077, -0.0025, 0.0199
O, -0.0252, -5.2624, 22.3908, -0.0108, -0.0053, 0.0023
O, -5.7619, 5.7473, 23.012, 0.0003, 0.0011, 0.0163
O, 4.4662, -1.6516, 17.567, 0.0027, -0.014, 0.0245
N, -4.1017, 5.2618, 29.9042, 0.0153, 0.0022, 0.0214
O, -6.4997, 0.5967, 28.4063, -0.0042, 0.0033, 0.0404
O, -2.6238, 8.4189, 20.0684, -0.0005, 0.0114, 0.0204
O, 3.1243, 12.4629, 23.4295, -0.0035, -0.0034, 0.0094
O, 0.2411, 2.7483, 30.5587, -0.009, 0.0032, 0.0335
O, 6.1058, 5.0771, 15.0347, 0.0064, -0.01, 0.0243
N, -0.4326, 4.1802, 32.7667, 0.0069, 0.0067, 0.0188
O, -3.2212, 2.0671, 22.5104, -0.0066, 0.0093, 0.0097
O, 0.9643, 2.9252, 22.9174, 0.0061, -0.0047, 0.031
O, -4.7239, 7.1907, 27.8576, -0.0017, -0.0071, 0.0163
O, 6.0738, -3.2639, 18.7809, 0.0114, 0.0001, 0.0151
O, 3.8901, 3.8943, 24.6025, 0.0042, -0.0128, 0.0264
O, 10.0297, 4.5334, 18.5557, 0.0134, -0.0084, 0.0195
N, 2.3262, -0.8429, 21.6058, -0.0028, 0.004, 0.0286
O, 7.317, 9.2745, 29.0463, -0.004, 0.0079, 0.0322
O, -0.9581, 7.3815, 25.0158, -0.0082, -0.0045, 0.0334
O, -0.0958, -0.1015, 18.5846, -0.0125, 0.0103, 0.0197
N, 3.6051, 0.6158, 31.135, -0.0105, 0.0026, 0.0412
O, 4.1739, -4.1656, 14.1603, -0.0038, 0.0017, 0.0161
N, 1.2445, 3.5563, 20.1471, 0.0032, -0.0122, 0.0248
O, 8.893, 4.0481, 30.6902, 0.004, -0.0037, 0.0155
N, 5.2699, 3.2495, 22.3452, 0.0035, 0.0063, 0.0274
O, -4.0966, 3.9937, 24.4514, 0.0029, 0.001, 0.0299
O, -1.0882, 3.419, 21.5448, -0.0062, 0.0058, 0.022
O, 0.5632, 7.8826, 32.034, -0.0039, 0.0102, 0.0167
O, 0.1729, 4.6785, 28.7516, 0.0064, 0.0008, 0.016
O, -1.722, 8.2148, 22.6428, 0.0057, 0.002, 0.028
O, -2.5889, 3.0928, 26.4172, -0.0144, -0.0029, 0.0258
O, -0.1611, 3.3294, 26.3238, 0.0004, -0.0024, 0.0146
O, -1.3107, 1.3035, 14.1251, 0.0022, -0.0044, 0.001
O, -2.6048, 5.8212, 26.2864, 0.0055, 0.0124, 0.0302
O, -0.0017, 0.641, 26.395, 0.0008, 0.0079, 0.023
O, 2.3166, -2.4649, 14.7989, -0.0059, 0.0148, 0.0254
N, 4.9743, 2.9013, 29.7247, 0.0049, -0.012, 0.0174
O, 0.891, 6.0503, 20.0564, 0.0035, -0.0035, 0.024
O, -2.6573, 8.3824, 26.8085, -0.0108, 0.0055, 0.018
O, 4.4009, 5.3943, 28.6977, 0, -0.0027, 0.011
O, 1.6927, -5.927, 17.854, 0.0133, 0.0055, 0.024
O, 3.7711, 3.266, 27.2466, 0.0057, 0.0102, 0.0452
O, 2.4946, 3.8535, 29.5752, -0.0027, -0.003, 0.0148
O, -0.7273, -1.0469, 20.9559, -0.0039, -0.0058, 0.0094
O, -1.6869, -4.338, 17.1406, -0.0104, -0.0114, 0.0315
O, 7.3212, 6.5769, 24.0361, 0.0068, -0.0039, 0.0163
O, 6.2086, 0.4931, 30.3453, -0.0025, -0.0097, 0.0203
O, 5.8991, -1.0621, 26.9112, 0.004, -0.0051, 0.0233
O, 3.8632, -4.3444, 17.8691, 0.0015, 0.0005, 0.0201
N, -3.1471, 4.8384, 22.1536, -0.0014, -0.0059, 0.0217
O, 3.8801, 3.9414, 16.9487, -0.0058, 0.0147, 0.0204
O, 6.5471, -3.7578, 21.3547, 0, -0.01, 0.0256
O, 2.4596, 0.2219, 19.1666, 0.003, 0.0048, 0.0292
O, -0.4207, 6.946, 27.4675, 0.0094, -0.0091, 0.0304
N, 1.9765, 2.2815, 25.5426, 0.0049, 0.0026, 0.0235
O, -4.546, 4.4067, 27.4147, -0.0042, 0.0062, 0.028
O, 3.2042, 9.9385, 24.139, 0.0068, 0.0084, 0.01
H, 2.9884, 3.8143, 40.8039, -0.2012, 0.2967, -0.3124
H, 1.3324, 5.4454, 40.8039, 0.3493, -0.3344, -0.2685
H, 4.0663, 8.1783, 40.8186, 0.2819, -0.3499, -0.2269
H, 5.7218, 6.5468, 40.8186, -0.2198, 0.328, -0.3141
H, 1.3627, 10.9083, 40.852, 0.3609, -0.2343, -0.2284
H, 2.9978, 9.2565, 40.852, -0.299, 0.2906, -0.2594
H, 4.0903, 2.7166, 40.8876, 0.2014, -0.3299, -0.2276
H, 5.7342, 1.0733, 40.8876, -0.2705, 0.3528, -0.2412
H, -2.4436, 3.8194, 40.8695, -0.2324, 0.3442, -0.2517
H, -4.0802, 5.4699, 40.8695, 0.3085, -0.2881, -0.2255
H, -1.3516, 8.1557, 40.8771, 0.3293, -0.2094, -0.242
H, 0.2817, 6.5022, 40.8771, -0.3649, 0.3057, -0.2384
H, -2.4522, -1.6486, 40.8271, -0.3478, 0.173, -0.303
H, -4.0932, -0.0024, 40.8271, 0.3438, -0.291, -0.2571
H, 0.2722, 1.0862, 40.8048, -0.3246, 0.2471, -0.2866
H, -1.3751, 2.7259, 40.8048, 0.2625, -0.3234, -0.2761
H, 2.1975, 0.5058, 6.0196, -0.4529, 0.2787, 0.2533
H, 0.5578, 2.1529, 6.0196, 0.2318, -0.2554, 0.3035
H, 3.2847, 4.8947, 5.9909, 0.2203, -0.2501, 0.3321
H, 4.9216, 3.2447, 5.9909, -0.3733, 0.3567, 0.2025
H, 2.184, 6.0069, 5.981, -0.241, 0.2693, 0.2731
H, 0.5235, 7.6333, 5.981, 0.3576, -0.3339, 0.2602
H, 3.2448, -0.5262, 5.9814, 0.3669, -0.3704, 0.2342
H, 4.8914, -2.1667, 5.9814, -0.2353, 0.2144, 0.2766
H, 7.6308, 0.5682, 5.9992, -0.246, 0.2483, 0.2736
H, 5.9785, 2.2031, 5.9992, 0.3694, -0.3138, 0.2714
H, -0.539, 3.263, 5.9958, -0.2781, 0.2268, 0.2735
H, -2.1934, 4.8957, 5.9958, 0.3368, -0.3477, 0.2507
H, 6.0136, -3.2883, 6.0225, 0.1874, -0.2529, 0.3111
H, 7.6471, -4.9419, 6.0225, -0.3164, 0.3952, 0.2336
H, -0.5298, -2.2089, 5.9901, -0.3198, 0.3859, 0.2496
H, -2.1544, -0.5466, 5.9901, 0.222, -0.247, 0.3074

Results
free energy: -148981.413 eV
free energy less fixed offsets of H -15.71, N -386.36, O -570.45, Si -639.56 eV per atom: -0.693 eV

The program warned: the cutoff lies below the one the program advises for these potential files; the forces do not sum to zero within the program's tolerance; empty levels may hold ghost states of the PAW files; the exchange-correlation potential is rough where the density is thin.
